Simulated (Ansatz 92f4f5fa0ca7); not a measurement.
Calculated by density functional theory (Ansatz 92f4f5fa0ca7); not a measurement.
Periodic cell of 215 atoms, Si132O82B1, from a study of silicon, its oxide and their interface. The atomic structure is a simulated model.
Doubt: the cutoff is far below the 930 eV that the study's wrapper takes by default for these files, so forces and energies are approximate.
This geometry differs little from another in the collection (a relaxation step or a small displacement).

Settings: functional PBE; potential files Ansatz PAW; basis plane waves; wave-function cutoff 580 eV; density cutoff ratio 5; exchange-correlation grid ratio 1; k mesh 1 x 1 x 1, Gamma-centred; self-consistency stop 5e-08 eV per atom in the density residual; occupations fixed; spin none; net charge -1 e, with a uniform compensating background and no finite-size correction.

Cell vectors (angstrom)
a  10.938  0  0
b  0  10.938  0
c  0  0  31.5432

Atoms: element, x, y, z (angstrom)
Si  10.4284  0.5541  24.3954
Si  6.0401  10.4947  24.1765
Si  2.1345  3.2498  24.1135
Si  8.7121  2.2759  24.3609
Si  0.5056  5.0495  24.2119
Si  5.0726  5.9026  24.2523
Si  3.3724  7.638  24.2251
Si  7.8289  8.8271  24.0437
Si  1.346  1.4771  25.4756
Si  6.9133  1.3032  25.5135
Si  4.0308  4.1004  25.3488
Si  9.6574  4.1362  25.4848
Si  1.4468  6.8239  25.443
Si  6.9439  6.9339  25.3103
Si  4.2265  9.5299  25.3686
Si  9.5399  9.5983  25.4975
Si  2.7592  -0.0158  26.6603
Si  8.215  -0.0321  26.9525
Si  0.023  2.7754  26.932
Si  5.4671  2.7535  26.6837
Si  2.7492  5.4309  26.8542
Si  8.3806  5.6689  26.801
Si  -0.1212  8.0591  26.832
Si  5.5618  8.1988  26.8113
Si  4.107  1.3657  28.0722
Si  9.5919  1.3697  28.2514
Si  1.3419  4.1733  28.2712
Si  6.8818  4.1803  28.0112
Si  4.1572  6.8203  28.1522
B  9.612  6.8619  28.0715
Si  1.346  9.5443  28.0344
Si  6.8945  9.4865  28.2682
Si  0.0519  -0.032  29.5232
Si  5.4647  -0.0063  29.4791
Si  2.7482  2.7289  29.5141
Si  8.1707  2.7855  29.471
Si  -0.1703  5.6623  29.3242
Si  5.5203  5.4492  29.5001
Si  2.7378  8.217  29.4411
Si  8.4072  8.0153  29.3549
Si  1.3918  1.3596  30.8905
Si  6.8185  1.3802  30.821
Si  4.1271  4.0903  30.8689
Si  9.5677  4.1783  30.7708
Si  1.3196  6.8466  30.7593
Si  6.9249  6.8233  30.8219
Si  4.0913  9.5758  30.8289
Si  9.5898  9.4964  30.8224
Si  2.75  -0.0286  0.7033
Si  8.1857  -0.0243  0.6066
Si  -0.0373  2.7791  0.6164
Si  5.4789  2.7083  0.6956
Si  2.6861  5.487  0.6081
Si  8.2192  5.4343  0.6943
Si  0.0377  8.1808  0.6803
Si  5.4946  8.207  0.6118
Si  4.1197  1.3328  2.0602
Si  9.523  1.3801  1.9672
Si  1.317  4.1373  2.0107
Si  6.8554  4.0548  2.0586
Si  4.0732  6.8636  1.9609
Si  9.6066  6.8001  2.0405
Si  1.3822  9.5446  2.0649
Si  6.8263  9.5716  2.0256
Si  -0.0587  0.0008  3.3023
Si  5.4731  -0.027  3.4773
Si  2.6843  2.7268  3.3036
Si  8.1932  2.6733  3.4734
Si  -0.0177  5.4609  3.5022
Si  5.4373  5.4769  3.2792
Si  2.7552  8.1877  3.4604
Si  8.2255  8.1833  3.3431
Si  1.2824  1.3695  4.6515
Si  6.8423  1.298  4.8988
Si  4.0554  4.1204  4.6191
Si  9.531  4.0555  4.873
Si  1.3603  6.8662  4.8704
Si  6.8251  6.8017  4.6541
Si  4.1064  9.5547  4.8753
Si  9.5679  9.5718  4.7203
Si  2.6121  0.0397  6.0818
Si  8.2254  -0.1366  6.2561
Si  -0.0248  2.6495  6.1857
Si  5.3723  2.7681  6.0477
Si  2.7484  5.429  6.1225
Si  8.0869  5.4359  6.1517
Si  -0.0059  8.297  6.2076
Si  5.5647  8.1451  6.141
Si  3.4727  1.9367  7.1543
Si  10.0209  0.827  7.456
Si  1.7719  3.6543  7.3335
Si  6.2047  4.5233  7.363
Si  4.6343  6.3045  7.2424
Si  9.1608  7.1856  7.3002
Si  0.8893  10.1542  7.5004
Si  7.4108  8.8823  7.4755
O  4.5596  6.5967  8.8758
O  1.4038  3.9753  8.934
O  9.7381  6.5426  8.7277
O  1.3006  10.1057  9.1398
O  6.0701  4.2194  9.0111
O  3.7075  1.6178  8.7516
O  7.1392  8.9613  9.1336
O  9.6508  1.0787  9.0646
O  8.2767  2.552  22.7813
O  11.0185  5.5399  22.6723
O  5.609  0.0713  22.6574
O  5.2959  5.4206  22.6693
O  2.1665  2.8116  22.4984
O  3.3042  7.8276  22.5613
O  8.3709  8.7448  22.447
O  -0.1783  11.2254  22.7953
Si  2.1509  2.9651  12.8913
Si  8.6845  1.311  10.3471
Si  1.0599  4.4933  15.3544
Si  7.5423  5.5812  12.1954
Si  2.415  8.1793  21.2555
Si  5.4152  7.7959  12.46
Si  9.2721  0.4521  15.5
Si  2.9179  -0.0495  16.6807
Si  10.4641  1.1537  12.6029
Si  7.7713  2.8341  21.2805
Si  9.1368  8.7814  14.4531
Si  1.4736  4.77  10.3512
Si  4.4879  9.4812  19.1695
Si  11.0762  6.0984  21.1518
Si  6.6197  10.4426  14.8511
Si  5.3912  0.7298  21.2008
Si  2.3423  9.8096  10.3679
Si  0.4247  10.6362  21.431
Si  5.8487  5.259  21.1664
Si  3.6402  7.0817  10.0988
Si  9.0379  5.6829  14.8459
Si  3.6589  4.0837  19.1185
Si  10.0282  3.6689  19.3453
Si  4.2595  8.6632  15.3615
Si  0.4534  1.9169  17.1782
Si  6.799  7.5345  19.2757
Si  5.2594  3.6221  16.7594
Si  7.7879  5.0182  17.5441
Si  6.6627  9.9247  10.3581
Si  4.3784  1.0554  10.0878
Si  -0.0319  9.0838  11.8937
Si  9.0989  8.6292  20.9852
Si  4.5528  1.6637  14.5962
Si  2.4455  2.0852  21.0737
Si  6.3269  3.345  10.3579
Si  3.4294  5.9097  16.7416
Si  9.88  6.5315  10.3375
O  0.114  2.6277  18.6018
O  2.9306  9.6314  15.5906
O  10.8593  4.8126  20.1617
O  7.5829  2.4153  9.9309
O  10.9232  5.3362  10.7886
O  6.5967  6.7429  12.8558
O  10.3258  8.0537  10.7738
O  7.6701  9.4558  13.9974
O  8.4201  6.2089  10.9795
O  5.3699  10.5004  20.0729
O  2.1605  3.7321  11.4358
O  7.9825  8.5421  19.7842
O  6.2088  6.7274  20.5653
O  5.5086  2.7124  15.4259
O  1.2963  0.9318  20.7356
O  6.0507  9.0625  11.6165
O  4.6158  4.9818  16.1196
O  6.6007  3.9062  17.6442
O  10.5166  10.6608  11.8179
O  5.5818  0.4968  14.0036
O  8.0199  5.0998  15.9458
O  9.7437  9.8139  15.5743
O  -0.4011  5.145  15.1289
O  1.5625  6.8477  20.8109
O  1.5042  0.6369  17.1922
O  6.6026  1.7713  20.8534
O  1.013  1.782  12.8353
O  3.2421  5.4916  18.3328
O  9.5321  2.0087  11.5744
O  1.0112  3.0968  16.1957
O  8.5677  5.1367  13.3851
O  10.2812  8.5699  13.3046
O  1.4534  9.4087  21.7121
O  10.0814  9.9281  20.6442
O  3.1798  0.2124  10.8613
O  5.0758  2.3603  10.8204
O  1.7314  4.1434  13.923
O  7.9162  10.8711  10.8376
O  9.1392  4.4706  18.2396
O  5.643  9.4871  15.773
O  5.5309  -0.0299  9.7303
O  3.5884  2.3043  13.4114
O  1.9763  5.64  16.0546
O  9.709  1.0524  14.0414
O  4.3987  6.9463  11.523
O  4.7483  4.5  20.2423
O  9.9581  1.3332  16.6565
O  6.6635  4.3216  11.633
O  5.5857  8.4032  18.6003
O  9.0644  2.745  20.2836
O  3.6104  1.1253  15.8041
O  4.2234  3.0797  17.9252
O  9.9096  7.2119  20.93
O  3.3477  8.659  9.8096
O  3.9329  7.4168  16.3687
O  7.638  0.4733  15.7055
O  8.9269  7.2978  15.0416
O  3.9323  1.4367  21.1485
O  1.5936  9.1456  11.6836
O  2.3215  6.1492  10.1848
O  7.3505  6.4634  18.1635
O  7.2099  4.3623  21.1541
O  4.5504  8.2425  13.7919
O  3.3509  8.6635  20.0107
O  2.4907  3.2346  19.8867
O  3.7334  10.3429  17.9909

Results
free energy: -130700.010 eV
free energy less fixed offsets of B -154.04, O -568.88, Si -635.61 eV per atom: 2.710 eV

Forces (eV/angstrom), in the order of the atoms: element, x, y, z
Si  0.0188  0.0255  0.0208
Si  0.0088  0.0018  0.0153
Si  -0.0069  0.0039  0.0166
Si  -0.0126  -0.019  0.0237
Si  0.013  -0.0111  0.0144
Si  -0.0099  0.0015  0.0176
Si  0.0104  -0.0017  0.0178
Si  -0.0148  -0.0008  0.0118
Si  -0.0012  -0.0085  0.0063
Si  -0.0019  0.0098  0.001
Si  0.0012  -0.0037  0.0046
Si  0.0007  -0.0025  -0.0111
Si  -0.007  -0.0042  0.0008
Si  -0.0039  0.0042  -0.0102
Si  -0.0035  -0.0015  0.0091
Si  -0.0129  -0.0068  -0.0041
Si  0.0031  0.0087  -0.028
Si  -0.012  -0.0054  0.0873
Si  0.0099  -0.0098  0.0832
Si  -0.001  -0.0045  -0.0249
Si  -0.0015  -0.0091  0.0548
Si  0.1382  0.1201  0.1063
Si  0.0499  0.0343  -0.0191
Si  -0.0076  0.0085  0.0351
Si  -0.0033  0.0058  -0.0006
Si  0.0039  0.0098  -0.112
Si  -0.0105  -0.0175  -0.1284
Si  -0.0058  -0.0088  0.0213
Si  -0.0107  0.0035  -0.0492
B  -0.2402  -0.142  -0.1846
Si  -0.0062  0.0054  0.0097
Si  0.0264  0.0317  -0.1188
Si  0.0107  -0.003  0.0068
Si  -0.0068  0.0053  0.0298
Si  0.0121  -0.0104  0.0305
Si  -0.0111  -0.0024  0.0052
Si  0.064  -0.0105  0.0707
Si  -0.002  -0.01  0.0036
Si  0.012  -0.0047  -0.0026
Si  0.0288  0.011  0.0391
Si  0.004  -0.0059  -0.0065
Si  -0.0012  0.012  -0.002
Si  0.0047  -0.0007  -0.0063
Si  -0.0205  0.0007  0.0026
Si  -0.0061  0.003  0.0039
Si  0.0012  -0.0139  0.0023
Si  -0.0109  0.0031  -0.0047
Si  -0.0036  0.0016  0.0018
Si  0.0093  -0.0002  0.0055
Si  -0.0036  -0.0008  0.0034
Si  0.0091  0.0055  0.0026
Si  0.0005  -0.009  0.003
Si  -0.0022  -0.0003  0.0023
Si  0.0007  -0.0056  0.0096
Si  0.009  -0.0045  0.0109
Si  0.0033  0.0129  -0.0004
Si  0.0016  -0.0017  -0.0134
Si  -0.016  0.0109  -0.017
Si  -0.0048  0.0074  -0.0071
Si  0.006  -0.0025  -0.0186
Si  -0.0123  0.0013  -0.0181
Si  0.0061  -0.0009  -0.0065
Si  -0.0089  -0.0023  -0.0183
Si  -0.0001  0.0034  -0.0004
Si  0.0455  0.0045  0.0881
Si  0.0015  0.0006  -0.0203
Si  0.0132  0.0091  0.1125
Si  0.0006  0.0123  -0.0127
Si  0.0001  -0.0009  -0.0236
Si  0.0015  -0.0236  0.1085
Si  -0.0027  0.0047  -0.0118
Si  -0.017  -0.0118  0.0602
Si  -0.0096  0.0053  -0.0714
Si  -0.0048  -0.0014  0.0273
Si  -0.0133  -0.0032  -0.0885
Si  0.0018  -0.0068  0.029
Si  0.0053  -0.0068  0.0279
Si  0.0044  0.0039  -0.0655
Si  0.0006  -0.0009  0.0277
Si  -0.0059  -0.0016  -0.0413
Si  0.0027  -0.0177  -0.008
Si  -0.0018  0.0016  0.006
Si  0.0069  0.0048  0.0036
Si  0.0179  -0.0084  -0.0102
Si  -0.0022  -0.001  0.0062
Si  0.0011  -0.0127  -0.0054
Si  0.0121  0.0027  -0.0076
Si  -0.0011  0.0064  0.0055
Si  -0.0253  0.0313  -0.0023
Si  0.0037  0.0017  -0.0209
Si  -0.0011  -0.0103  -0.033
Si  -0.0069  0.0152  -0.013
Si  0.0029  -0.0132  -0.0226
Si  -0.0085  0.0026  -0.0084
Si  -0.0099  0.0055  -0.0129
Si  -0.0002  0.0037  -0.023
O  -0.0067  0.0066  0.0184
O  -0.0002  0.0072  0.0263
O  0.0018  -0.0003  0.0118
O  0.0086  -0.0032  0.0158
O  0.0029  -0.0113  0.0213
O  0.0167  -0.0123  0.0147
O  -0.0056  0.0087  0.0238
O  -0.0084  0.0027  0.0195
O  -0.0023  0.0061  -0.0204
O  -0.0055  0.0055  -0.011
O  -0.0032  0.0024  -0.0155
O  0.0055  -0.002  -0.0162
O  0.0018  -0.0059  -0.0213
O  -0.0059  0.0044  -0.0147
O  0.0068  -0.0015  -0.0067
O  0.0017  -0.0076  -0.0123
Si  -0.0017  0.0005  -0.0067
Si  0.0031  -0.0004  -0.0155
Si  0.0013  -0.0004  -0.0018
Si  -0.0018  0.0006  -0.008
Si  0.0048  -0.0015  0.0087
Si  0  -0.0011  -0.0081
Si  0.0006  0.001  -0.0019
Si  0.0011  0.0006  0.0022
Si  0.0003  0.0006  -0.0063
Si  0.0025  -0.0027  0.0151
Si  0.001  -0.0006  -0.0034
Si  0.0008  -0.007  -0.0187
Si  -0.0006  0.0009  0.0055
Si  0.0006  -0.0015  0.0116
Si  0.0009  -0.0006  -0.0008
Si  0.0005  -0.0033  0.0123
Si  -0.0063  -0.0003  -0.0098
Si  -0.0028  0.0032  0.01
Si  -0.004  0.0008  0.0142
Si  0.0066  -0.0075  -0.0106
Si  -0.0005  0.0002  -0.004
Si  -0.0005  -0.001  0.0073
Si  -0.001  -0.001  0.0041
Si  0.0004  -0.0001  -0.001
Si  -0.0003  0  0.0022
Si  0  -0.0002  0.0045
Si  -0.0003  -0.0012  0.0008
Si  0.0007  0.0005  0.0031
Si  0.0038  -0.0053  -0.0151
Si  -0.0019  0.0059  -0.0165
Si  0.0008  0.001  -0.0067
Si  -0.0019  0.0007  0.0095
Si  -0.0014  0.0004  -0.002
Si  -0.0016  0.0059  0.0159
Si  0.0039  0.006  -0.0153
Si  -0.0008  -0.0001  0.0019
Si  0.0014  -0.0036  -0.0103
O  0.0002  -0.0002  -0.0022
O  0  0  -0.0009
O  0  -0.0007  -0.0035
O  -0.0013  0.0006  0.0075
O  -0.0022  0.0016  0.0044
O  0.0016  -0.0003  0.001
O  0.0017  0.0035  0.005
O  -0.0003  0.0003  0.0016
O  -0.0032  -0.0015  0.0061
O  -0.0003  -0.0013  -0.0043
O  0.0014  -0.0025  0.0089
O  -0.0006  0.0002  -0.0032
O  0.0011  0.0011  -0.0043
O  -0.0001  0.0005  0.0011
O  -0.0015  -0.0022  -0.004
O  -0.0018  -0.0005  0.0024
O  -0.0001  0.0003  -0.0005
O  0.0006  0.0003  -0.0016
O  -0.0001  -0.0008  0.0038
O  0.0001  -0.0002  0.0013
O  -0.0008  -0.0004  0.0007
O  0  -0.0002  0.0003
O  0.0012  0  0
O  -0.0008  -0.0001  -0.0034
O  -0.0003  0.0003  -0.001
O  0.0005  0.0005  -0.0042
O  -0.0008  -0.0011  0.0023
O  0.0006  -0.0002  -0.003
O  0.0009  -0.0012  0.0042
O  0  -0.0003  -0.0002
O  0.0004  0.0007  0.0031
O  -0.0019  0.0005  0.0034
O  0.0001  -0.0002  -0.003
O  0.0001  -0.0007  -0.0044
O  0.0023  0.0016  0.0008
O  -0.0022  -0.0067  -0.0026
O  -0.0012  0.0004  0.0039
O  -0.0033  0.0013  0.0017
O  -0.0009  0.0004  -0.0024
O  -0.0001  -0.0003  -0.0001
O  -0.0045  0.0055  0.007
O  0  -0.0003  0.0014
O  0  -0.0006  -0.0014
O  -0.0004  -0.0005  0.0025
O  0.0012  0.003  0.0064
O  -0.0007  -0.0001  -0.0037
O  0.0001  0.0001  -0.0003
O  0.0006  -0.0003  0.0032
O  0.0002  -0.0002  -0.0024
O  0.0017  0.0005  -0.0054
O  -0.0001  -0.0006  -0.0001
O  0.0004  0.0013  -0.0027
O  -0.0005  0.0013  -0.0043
O  -0.0001  0.0036  0.0044
O  -0.0004  -0.0006  -0.0011
O  -0.0002  -0.0005  -0.0003
O  -0.0001  -0.0001  0.0006
O  0.0002  0.0005  -0.0044
O  -0.0018  0.0002  0.0028
O  -0.0005  0.0038  0.006
O  0.0001  -0.0006  -0.0018
O  -0.0004  0.0018  -0.0048
O  -0.0012  0.0011  0.0035
O  0.0003  0.001  -0.0038
O  0.0007  0.0012  -0.0053
O  -0.0004  -0.0003  -0.0023

The program warned: the cutoff lies below the one the program advises for these potential files; the forces do not sum to zero within the program's tolerance; the exchange-correlation potential is rough where the density is thin.
